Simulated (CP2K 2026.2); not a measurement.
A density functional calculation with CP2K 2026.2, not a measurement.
Periodic cell of 504 atoms, Si360O144, from a study of silicon, its oxide and their interface. The atomic structure is a simulated model.
Doubt: the forces sum to 3.03 eV/angstrom along one axis rather than to zero, so they err by at least 0.0060 eV/angstrom per atom on average; the grid cutoff is modest.

Settings: functional PBE; method Gaussian and plane waves; basis set DZVP-MOLOPT-SR-GTH; pseudopotentials GTH-PBE; grid cutoff 350 Ry, relative cutoff 50 Ry; k points Gamma only; occupations fixed; spin none; net charge 0.

Cell vectors (angstrom)
a	16.32	0	0
b	0	16.32	0
c	0.2447	0.1861	33.2839

Atoms and the computed forces on them: element, x, y, z (angstrom), force x, y, z (eV/angstrom)
Si	1.806	14.806	0.038	-0.349	0.186	0.619
Si	4.36	1.161	0.004	-0.166	0.132	0.734
Si	1.13	4.298	0.322	0.13	-0.058	0.751
Si	3.802	7.038	0.216	0.141	-0.141	0.648
Si	1.608	9.263	0.4	-0.202	0.044	0.653
Si	3.649	12.184	0.053	0.416	-0.099	0.591
Si	6.714	15.285	33.113	0.207	-0.175	0.621
Si	9.248	1.571	0.029	0.358	-0.36	0.578
Si	6.944	3.831	0.191	-0.28	0.369	0.623
Si	9.264	7.313	33.161	0.464	-0.33	0.581
Si	6.815	9.438	0.241	-0.167	0.211	0.612
Si	10.067	12.101	33.262	-0.16	0.228	0.738
Si	12.84	14.996	33.197	-0.255	0.105	0.692
Si	14.7	1.726	0.131	0.062	-0.125	0.711
Si	12.468	3.943	0.085	-0.195	0.058	0.588
Si	15.25	6.478	0.243	-0.119	0.142	0.743
Si	12.329	9.865	33.226	0.257	-0.149	0.704
Si	15.148	12.811	33.155	0.138	-0.309	0.685
Si	2.827	0.043	1.401	0.002	0.011	-0.061
Si	5.409	2.668	1.456	-0.008	-0.016	-0.066
Si	2.718	5.458	1.547	0.002	0	-0.05
Si	5.365	8.172	1.531	-0.002	0.01	-0.047
Si	2.7	10.834	1.689	-0.002	0.015	-0.011
Si	5.385	13.466	1.162	-0.015	0.029	-0.039
Si	8.117	16.199	1.201	-0.037	-0.001	-0.048
Si	10.875	2.718	1.307	-0.017	0.001	-0.022
Si	8.101	5.504	1.324	0.006	-0.001	-0.021
Si	10.844	8.092	1.167	-0.026	-0.001	-0.042
Si	8.179	10.94	1.381	0.031	0.003	-0.05
Si	10.945	13.617	1.168	0.027	-0.007	-0.079
Si	13.607	0.051	1.356	0.009	-0.011	-0.051
Si	16.264	2.74	1.537	0.002	-0.008	-0.053
Si	13.613	5.402	1.491	-0.012	0.001	-0.065
Si	16.302	8.1	1.533	-0.009	-0.022	-0.064
Si	13.732	10.909	1.133	-0.021	0.024	-0.049
Si	0.058	13.747	1.294	0.042	-0.019	-0.047
Si	1.379	1.34	2.747	0.008	-0.01	0.014
Si	4.075	4.043	2.805	0.001	-0.002	0.013
Si	1.372	6.806	2.912	0.002	-0.006	0.045
Si	4.121	9.536	2.955	0.013	-0.035	0.031
Si	1.277	12.311	2.777	-0.027	0.021	0.014
Si	4.135	14.884	2.677	0.028	-0.018	0.039
Si	6.842	1.276	2.694	0.022	-0.012	0.036
Si	9.528	4.129	2.652	-0.012	-0.007	0.026
Si	6.765	6.778	2.781	0.015	0.008	0.028
Si	9.54	9.474	2.645	0.032	-0.01	0.036
Si	6.799	12.296	2.67	-0.038	0.003	-0.003
Si	9.537	14.916	2.577	0.008	0.002	-0.005
Si	12.196	1.355	2.709	-0.004	0.028	0.018
Si	14.93	4.073	2.904	0.018	0.024	0.05
Si	12.182	6.821	2.665	-0.005	0.028	0.017
Si	14.928	9.575	2.69	-0.008	0.002	0.007
Si	12.32	12.243	2.558	0	-0.026	0.04
Si	15.006	15.036	2.704	0.004	-0.01	0.027
Si	16.345	16.328	4.119	-0.012	-0.001	0.018
Si	2.707	2.696	4.134	-0.008	0.003	0.003
Si	16.313	5.438	4.215	-0.014	0.007	-0.001
Si	2.727	8.17	4.239	-0.018	-0.001	-0.003
Si	16.269	10.906	4.103	0.007	0.017	0.007
Si	2.725	13.617	4.088	0.007	0.014	-0.012
Si	5.477	16.257	4.065	-0.004	-0.011	-0.005
Si	8.184	2.712	4.014	-0.018	0.001	0.005
Si	5.442	5.404	4.143	-0.005	0.014	0.003
Si	8.176	8.16	4.067	0.007	0.01	0.005
Si	5.523	10.942	4.145	0.014	-0.011	0.004
Si	8.179	13.624	4.02	0.013	0.008	0.01
Si	10.839	16.289	4.016	-0.003	0.002	0.007
Si	13.54	2.68	4.141	0.026	-0.01	0.01
Si	10.87	5.452	4.062	-0.006	-0.016	0.002
Si	13.551	8.199	4.028	0.008	-0.021	0.005
Si	10.929	10.878	3.963	-0.019	0.021	-0.03
Si	13.62	13.608	3.997	-0.007	0.003	-0.004
Si	1.373	14.957	16.336	-0.008	0.009	0
Si	4.048	1.372	16.316	0.01	-0.012	0.002
Si	1.371	4.097	16.32	-0.004	0.006	-0.009
Si	4.073	6.821	16.311	0.006	-0.012	-0.002
Si	1.348	9.506	16.337	0.009	0.004	-0.004
Si	4.069	12.233	16.335	-0.002	-0.005	-0.007
Si	6.79	14.936	16.26	0.01	-0.001	-0.012
Si	9.498	1.347	16.301	0.003	-0.006	-0.009
Si	6.809	4.075	16.294	-0.007	-0.006	-0.005
Si	9.518	6.804	16.332	0.004	-0.015	-0.001
Si	6.806	9.525	16.338	-0.005	0.003	-0.004
Si	9.532	12.248	16.309	-0.005	-0.002	-0.002
Si	12.261	14.942	16.318	0	-0.003	-0.01
Si	14.964	1.359	16.285	-0.007	-0.002	-0.016
Si	12.245	4.096	16.298	0.008	0.017	-0.011
Si	14.956	6.808	16.354	0.001	0.001	-0.012
Si	12.284	9.523	16.327	0.004	0.003	-0.009
Si	14.942	12.226	16.347	-0.002	0	-0.008
Si	2.714	16.331	17.717	-0.004	0.009	0.014
Si	5.437	2.726	17.64	0.014	0.026	0.018
Si	2.702	5.496	17.681	-0.015	-0.01	0.017
Si	5.436	8.159	17.688	-0.012	0.007	0.002
Si	2.715	10.853	17.69	-0.002	0	0.01
Si	5.439	13.621	17.656	0.002	-0.011	0.004
Si	8.149	16.251	17.626	-0.003	0.009	0.016
Si	10.839	2.76	17.616	-0.006	-0.01	-0.012
Si	8.138	5.436	17.68	0.003	0.01	0
Si	10.931	8.153	17.653	0.009	0.002	0.003
Si	8.169	10.911	17.674	0.004	-0.01	0.015
Si	10.926	13.561	17.682	0.011	0.003	0
Si	13.599	16.345	17.65	0.024	-0.008	0.012
Si	16.354	2.681	17.637	0.001	-0.004	-0.021
Si	13.615	5.411	17.697	-0.014	0.001	0.013
Si	16.292	8.187	17.733	-0.009	-0.013	-0.011
Si	13.615	10.859	17.76	0.011	-0.005	0.001
Si	16.308	13.6	17.671	-0.011	-0.004	0.009
Si	1.35	1.376	19.088	-0.001	-0.008	-0.01
Si	4.118	4.159	18.982	0.038	-0.001	-0.039
Si	1.341	6.852	19.085	0.017	-0.021	-0.02
Si	4.105	9.525	19.067	-0.004	-0.001	-0.005
Si	1.294	12.175	19.017	-0.026	-0.009	-0.041
Si	4.084	14.952	19.05	0.026	0.008	-0.005
Si	6.728	1.245	18.945	-0.021	-0.012	-0.041
Si	9.467	4.049	19.03	0.003	-0.003	-0.005
Si	6.792	6.802	19.05	-0.021	-0.004	-0.013
Si	9.611	9.572	18.969	0.026	0.017	-0.041
Si	6.798	12.291	19.026	-0.003	0.008	-0.016
Si	9.561	14.932	18.989	-0.005	0.013	-0.033
Si	12.196	1.416	18.938	0.007	0	-0.03
Si	15.03	4.02	18.996	-0.012	0.014	-0.024
Si	12.222	6.751	19.049	-0.011	0	-0.026
Si	14.943	9.496	19.179	0.008	-0.001	0.001
Si	12.264	12.228	19.12	-0.029	0.008	-0.003
Si	14.997	15.028	19.013	0.007	0.017	-0.017
Si	16.332	16.341	20.497	-0.009	-0.009	0.051
Si	2.792	2.775	20.314	0.01	-0.001	0.073
Si	16.378	5.358	20.392	0.012	0.016	0.055
Si	2.693	8.241	20.463	-0.014	0.01	0.038
Si	16.3	10.889	20.546	0.002	0.015	0.062
Si	2.682	13.549	20.285	-0.008	-0.009	0.039
Si	5.42	16.28	20.468	0.02	0.01	0.043
Si	8.059	2.612	20.257	-0.013	-0.007	0.049
Si	5.406	5.511	20.464	0.003	-0.007	0.023
Si	8.226	8.216	20.245	0.003	0.005	0.044
Si	5.454	10.937	20.403	-0.006	0.008	0.031
Si	8.233	13.587	20.378	0.003	-0.012	0.041
Si	10.826	16.417	20.294	-0.025	0.003	0.03
Si	13.598	2.698	20.3	-0.005	0.007	0.035
Si	10.797	5.41	20.41	0.01	0.005	0.041
Si	13.589	8.051	20.489	-0.018	-0.034	0.07
Si	10.907	10.853	20.502	0.001	-0.013	0.066
Si	13.62	13.696	20.365	0.01	0.004	0.032
Si	1.237	14.695	21.698	0.055	0.288	-0.683
Si	4.227	1.582	21.722	-0.081	-0.192	-0.704
Si	1.777	4.364	21.689	-0.189	-0.052	-0.739
Si	3.859	6.738	21.817	0.247	0.138	-0.65
Si	1.637	9.826	21.883	-0.234	-0.14	-0.706
Si	3.83	12.082	21.679	0.21	0.027	-0.725
Si	7.108	15.153	21.688	-0.196	-0.081	-0.743
Si	9.217	1.145	21.679	0.16	0.164	-0.751
Si	6.468	3.72	21.538	-0.011	0.12	-0.776
Si	9.603	7.008	21.685	-0.064	-0.231	-0.675
Si	7.125	9.776	21.558	-0.126	0.057	-0.678
Si	9.298	12.014	21.801	0.214	0.139	-0.731
Si	12.377	15.284	21.577	-0.05	-0.16	-0.693
Si	14.624	1.136	21.71	0.229	0.077	-0.692
Si	12.422	4.221	21.611	-0.22	-0.1	-0.724
Si	14.728	6.349	21.698	0.099	0.254	-0.723
Si	11.932	9.129	21.77	0.157	0.199	-0.723
Si	15.207	12.624	21.714	-0.138	-0.197	-0.723
Si	5.998	10.891	25.337	-0.142	-0.036	0.005
Si	10.961	13.638	23.894	-0.002	-0.066	-0.106
Si	6.678	0.87	29.429	-0.117	-0.04	-0.033
Si	15.89	1.537	24.482	-0.067	-0.047	0.03
Si	14.019	15.636	25.631	-0.016	-0.036	-0.002
Si	15.04	4.541	29.518	-0.013	-0.019	-0.026
Si	12.027	4.629	30.501	-0.125	0.113	0.136
Si	1.559	1.436	29.138	-0.048	0.093	0.076
Si	7.44	14.521	30.085	-0.079	0.036	0.089
Si	7.291	8.567	26.03	-0.053	0.09	-0.006
Si	15.036	6.904	24.635	-0.066	0.08	-0.053
Si	5.426	9.784	27.916	0.173	0.073	-0.009
Si	3.151	5.44	26.033	0.003	-0.12	-0.018
Si	2.87	2.812	26.943	0.043	0.038	-0.058
Si	14.748	10.755	26.02	0.036	-0.058	-0.027
Si	10.25	8.298	26.491	0.076	0.064	-0.014
Si	10.773	0.951	28.297	-0.054	-0.004	-0.058
Si	6.684	9.98	30.639	-0.043	0.009	0.047
Si	1.42	3.631	24.645	0.047	0.111	-0.028
Si	13.855	12.978	24.388	0.005	0.094	-0.105
Si	14.161	4.88	26.755	-0.138	0.093	0.048
Si	5.442	8.501	23.873	-0.161	0.04	-0.034
Si	5.561	13.519	23.889	-0.031	0.022	-0.118
Si	2.229	15.18	30.336	0.097	-0.021	0.074
Si	11.813	3.128	26.55	-0.023	0.142	-0.018
Si	0.726	9.163	24.872	0.041	-0.052	-0.138
Si	2.403	16.448	23.911	0.084	-0.001	-0.053
Si	12.851	16.128	30.279	0.143	-0.025	0.056
Si	13.311	9.361	30.271	-0.083	0.001	0.147
Si	4.784	14.996	29.059	0.035	0.024	-0.014
Si	14.598	11.549	28.792	-0.056	-0.051	0.058
Si	9.92	2.495	30.476	-0.054	0.003	0.048
Si	6.581	5.763	28.842	0.083	0.036	0.097
Si	4.493	15.655	25.965	0.039	0.097	0.092
Si	5.729	1.89	26.789	-0.014	0.047	-0.05
Si	15.322	1.674	30.525	-0.159	0.008	0.009
Si	10.521	9.765	28.986	-0.09	0.083	0.095
Si	3.087	3.218	31.263	0.097	0.01	0.116
Si	11.168	15.264	26.312	0.113	0.009	-0.073
Si	6.109	4.853	25.902	-0.093	-0.141	-0.024
Si	8.281	5.111	23.728	0.044	0.035	-0.131
Si	12.668	8.9	24.658	0.042	0.04	-0.031
Si	4.16	6.078	30.648	-0.063	-0.014	0.045
Si	7.239	3.55	30.64	-0.046	-0.013	0.067
Si	10.571	3.023	23.81	-0.061	-0.024	-0.176
Si	9.053	12.084	30.319	0.06	-0.087	0.016
Si	15.457	7.351	30.625	-0.034	-0.012	0.053
Si	11.535	5.77	27.879	0.094	-0.143	0.024
Si	0.46	12.779	30.388	-0.006	-0.057	0.228
Si	2.693	8.4	27.051	-0.087	0.041	0.013
Si	2.518	10.788	31.257	0.03	-0.015	0.136
Si	1.975	8.179	29.89	0.043	0.057	0.038
Si	8.551	7.586	30.267	-0.006	-0.023	0.077
Si	13.282	14.148	28.085	0.034	0.122	-0.014
Si	1.381	14.967	5.466	-0.007	-0.009	0.016
Si	4.102	1.315	5.431	-0.008	-0.013	-0.007
Si	1.364	4.054	5.514	-0.002	0.001	0.014
Si	4.098	6.773	5.517	0.007	-0.002	0.015
Si	1.326	9.561	5.488	0.002	0.012	0.01
Si	4.09	12.264	5.458	-0.007	-0.004	-0.001
Si	6.839	14.949	5.441	0.014	0.001	0.015
Si	9.521	1.354	5.401	0.004	0.015	0.009
Si	6.828	4.036	5.44	0.015	-0.015	0.006
Si	9.517	6.798	5.435	-0.004	0.005	0.011
Si	6.854	9.532	5.458	0.015	-0.012	0.02
Si	9.547	12.228	5.349	-0.003	-0.015	0.008
Si	12.234	14.946	5.37	0.011	-0.001	0.009
Si	14.952	1.347	5.466	0.012	0.013	0.011
Si	12.207	4.089	5.453	-0.015	0	0.009
Si	14.912	6.846	5.448	-0.01	0.019	0.006
Si	12.225	9.545	5.415	-0.006	-0.002	-0.002
Si	14.923	12.266	5.443	-0.004	0.005	0.001
Si	2.735	16.319	6.824	-0.003	-0.007	-0.002
Si	5.452	2.69	6.796	0.007	0.006	-0.003
Si	2.727	5.42	6.858	-0.001	0.001	-0.001
Si	5.472	8.17	6.815	0.003	0.002	-0.008
Si	2.725	10.903	6.818	-0.009	-0.005	0.005
Si	5.461	13.609	6.809	0.004	0.002	-0.002
Si	8.174	16.327	6.793	-0.008	0.013	0.003
Si	10.863	2.71	6.796	0.001	-0.008	-0.008
Si	8.168	5.426	6.796	0.002	-0.005	-0.002
Si	10.878	8.17	6.784	-0.006	0	0.003
Si	8.213	10.896	6.788	0.001	-0.017	-0.002
Si	10.882	13.59	6.747	-0.004	0.003	-0.01
Si	13.583	16.288	6.783	0.004	0.004	-0.003
Si	16.303	2.703	6.84	-0.007	0.001	0.002
Si	13.576	5.454	6.803	0.002	-0.003	-0.007
Si	16.287	8.182	6.821	-0.014	0.007	-0.006
Si	13.579	10.892	6.797	0.003	0.006	0
Si	16.318	13.601	6.799	0.006	-0.003	0.003
Si	1.361	1.35	8.181	0.006	0.01	-0.006
Si	4.101	4.054	8.179	-0.013	-0.004	-0.005
Si	1.345	6.808	8.167	0.004	-0.002	-0.001
Si	4.089	9.525	8.16	-0.005	-0.007	-0.004
Si	1.358	12.251	8.172	0	0.005	-0.001
Si	4.097	14.96	8.175	0.003	0.005	-0.002
Si	6.809	1.348	8.168	0.002	-0.004	0
Si	9.518	4.072	8.165	-0.006	-0.008	-0.002
Si	6.817	6.793	8.165	0	-0.001	-0.008
Si	9.537	9.525	8.162	0.002	0.008	0.005
Si	6.822	12.235	8.15	0	0.003	-0.008
Si	9.535	14.952	8.133	0	0.003	-0.007
Si	12.236	1.349	8.144	0.002	0.016	-0.006
Si	14.944	4.091	8.165	0.015	0	-0.001
Si	12.225	6.811	8.163	0.004	0.005	-0.005
Si	14.939	9.541	8.174	0.004	-0.003	0.001
Si	12.224	12.249	8.15	-0.008	-0.014	0.001
Si	14.953	14.954	8.159	-0.004	-0.007	-0.008
Si	16.312	16.311	9.527	0.005	-0.001	-0.003
Si	2.723	2.712	9.533	-0.004	-0.005	0.002
Si	16.311	5.444	9.525	-0.009	-0.001	0.005
Si	2.721	8.165	9.516	0.003	0.009	0.003
Si	16.318	10.886	9.526	0.002	-0.001	-0.002
Si	2.725	13.605	9.527	0.001	0.005	-0.005
Si	5.45	16.317	9.534	-0.005	0.008	0.001
Si	8.159	2.718	9.525	-0.007	0.014	-0.002
Si	5.45	5.438	9.525	0.008	-0.001	-0.002
Si	8.172	8.16	9.519	-0.001	-0.007	-0.003
Si	5.453	10.882	9.517	0.008	-0.002	-0.001
Si	8.173	13.601	9.509	-0.008	0.005	-0.004
Si	10.883	16.311	9.511	0.005	-0.004	-0.005
Si	13.591	2.715	9.513	-0.002	-0.001	0.001
Si	10.877	5.439	9.522	-0.007	-0.003	-0.005
Si	13.589	8.167	9.524	0.001	0.001	-0.002
Si	10.886	10.886	9.524	0.002	-0.006	0.002
Si	13.596	13.594	9.515	0.007	0	-0.004
Si	1.358	14.957	10.886	0.001	-0.002	0.001
Si	4.081	1.354	10.888	0.004	0	-0.002
Si	1.357	4.081	10.879	0.014	0.004	0
Si	4.08	6.801	10.876	-0.008	-0.009	-0.001
Si	1.365	9.524	10.88	-0.004	-0.006	0.001
Si	4.086	12.239	10.879	-0.007	0.004	0.002
Si	6.812	14.951	10.88	-0.002	0.003	-0.002
Si	9.523	1.354	10.874	-0.011	0.002	-0.002
Si	6.806	4.083	10.886	0.002	-0.009	0.001
Si	9.524	6.801	10.886	-0.001	0.002	0.003
Si	6.805	9.514	10.878	0.002	-0.009	-0.001
Si	9.52	12.24	10.88	-0.001	-0.004	-0.006
Si	12.244	14.957	10.877	0.006	0.002	-0.001
Si	14.954	1.36	10.88	0.004	0.009	-0.002
Si	12.24	4.077	10.878	0.004	0.002	-0.003
Si	14.953	6.808	10.881	-0.001	0.006	0.002
Si	12.24	9.526	10.887	-0.004	0.006	0.004
Si	14.956	12.24	10.882	0.002	-0.003	0.003
Si	2.716	16.318	12.244	0.004	0.008	0.003
Si	5.438	2.724	12.235	-0.004	0.007	0
Si	2.716	5.443	12.237	-0.01	-0.007	0.005
Si	5.438	8.162	12.241	-0.001	0.001	0.002
Si	2.721	10.885	12.244	0.008	-0.001	0.004
Si	5.446	13.596	12.24	0.009	0.004	0.003
Si	8.163	16.319	12.238	0.003	0.002	0.001
Si	10.883	2.714	12.236	-0.002	0.004	-0.003
Si	8.163	5.444	12.247	-0.003	0.003	-0.001
Si	10.882	8.166	12.243	0.008	-0.001	-0.003
Si	8.165	10.871	12.24	-0.012	0.001	0.002
Si	10.885	13.597	12.235	-0.006	-0.003	0.001
Si	13.603	16.313	12.244	-0.005	-0.006	0.001
Si	16.314	2.724	12.238	-0.002	-0.004	0
Si	13.596	5.445	12.239	0.009	-0.003	0.001
Si	16.324	8.163	12.236	0.005	0.002	0.005
Si	13.605	10.877	12.246	0.003	-0.011	0.002
Si	16.321	13.592	12.242	-0.001	0.002	-0.002
Si	1.353	1.362	13.596	0.001	0	0.008
Si	4.08	4.086	13.593	0.008	-0.007	0.001
Si	1.354	6.799	13.599	0.004	-0.004	0.005
Si	4.077	9.525	13.604	-0.003	0.003	0.006
Si	1.358	12.239	13.613	-0.008	-0.001	0.002
Si	4.078	14.956	13.596	-0.005	0.007	0.006
Si	6.791	1.36	13.588	-0.005	0.005	-0.002
Si	9.53	4.081	13.594	0.004	-0.008	0.005
Si	6.798	6.805	13.605	-0.001	-0.011	0.008
Si	9.526	9.517	13.611	0.004	0	0.001
Si	6.799	12.223	13.595	0.008	-0.01	0.001
Si	9.528	14.96	13.59	-0.003	0.003	0.002
Si	12.239	1.352	13.6	0.009	-0.003	0.004
Si	14.96	4.093	13.598	-0.007	0.016	0.003
Si	12.245	6.813	13.601	-0.013	0.003	-0.001
Si	14.975	9.523	13.602	0.005	-0.003	0.006
Si	12.238	12.234	13.598	-0.002	0.006	0.002
Si	14.965	14.946	13.601	0.018	-0.004	0
Si	16.329	16.304	14.956	-0.012	0.005	0.002
Si	2.711	2.733	14.945	-0.006	0.012	0.007
Si	16.313	5.451	14.975	-0.001	-0.008	0.004
Si	2.706	8.165	14.954	-0.006	-0.006	-0.002
Si	16.318	10.88	14.982	0.001	-0.002	0.001
Si	2.725	13.6	14.966	0.008	0	0.002
Si	5.422	16.331	14.952	0.008	0.001	0
Si	8.16	2.715	14.934	0.004	0.008	0.001
Si	5.433	5.445	14.96	-0.003	0.002	0.001
Si	8.159	8.163	14.97	-0.004	0.001	0.001
Si	5.438	10.877	14.974	-0.003	0.001	0.001
Si	8.171	13.586	14.928	-0.013	0.001	-0.004
Si	10.885	16.307	14.966	-0.005	-0.002	0.005
Si	13.599	2.726	14.943	0.004	-0.005	-0.003
Si	10.879	5.456	14.954	0.011	0.004	0
Si	13.623	8.161	14.96	0.006	0.011	0.001
Si	10.895	10.872	14.971	0.004	-0.001	0.002
Si	13.603	13.581	14.957	-0.002	-0.006	0
O	6.255	10.173	32.197	-0.299	0.342	0.074
O	2.103	15.127	23.014	0.416	-0.388	0.091
O	2.832	9.47	30.378	0.591	-0.074	-0.299
O	2.98	4.402	27.287	0.137	0.196	0.53
O	2.79	5.554	22.207	0.079	0.165	0.026
O	2.766	10.963	22.238	0.114	0.001	0.406
O	12.533	9.61	23.209	0.158	0.489	0.099
O	6.643	8.754	27.518	0.436	-0.54	0.369
O	9.89	1.475	31.744	0.277	-0.595	-0.102
O	14.302	14.9	27.055	0.616	0.033	0.335
O	13.475	16.364	22.137	0.073	-0.047	0.223
O	11.186	10.977	32.873	0.114	0.035	-0.509
O	10.765	8.047	22.186	0.204	-0.204	0.383
O	13.934	13.849	32.786	-0.132	0.114	-0.469
O	5.36	2.685	22.18	-0.154	-0.123	0.598
O	6.854	1.978	30.591	-0.08	-0.326	0.617
O	6.77	1.546	27.969	0.342	-0.03	-0.247
O	4.398	12.924	22.947	-0.152	0.216	0.276
O	4.245	2.126	27.405	-0.053	-0.294	0.64
O	11.005	4.405	27.164	-0.75	-0.081	-0.124
O	12.437	16.031	25.616	-0.199	0.577	-0.079
O	2.022	3.749	32.333	-0.162	-0.12	-0.428
O	9.86	12.683	23.191	-0.148	0.136	0.221
O	13.534	5.307	22.112	-0.215	0.06	0.159
O	7.37	4.229	22.763	0.147	-0.239	0.145
O	14.454	12.211	23.099	-0.21	-0.612	-0.104
O	15.59	3.254	30.298	0.485	0.073	0.05
O	6.215	7.763	25.098	-0.031	-0.406	0.36
O	12.095	4.981	32.09	-0.186	0.459	0.056
O	2.065	15.744	31.855	-0.028	0.371	0.049
O	7.396	10.06	25.386	0.782	0.463	-0.207
O	15.944	12.549	31.756	0.133	-0.148	0.04
O	10.242	9.645	27.396	-0.199	0.635	-0.121
O	10.223	16.315	27.108	-0.557	-0.091	-0.339
O	9.236	6.868	31.575	0.271	-0.202	-0.109
O	15.107	1.831	23.098	0.162	0.411	-0.111
O	14.904	7.256	32.141	-0.382	0.049	-0.155
O	11.859	1.963	27.656	0.42	-0.194	0.35
O	4.334	7.519	23.204	-0.153	0.051	0.256
O	2.348	16.367	29.253	0.299	-0.013	-0.313
O	4.605	5.158	25.335	0.018	0.011	-0.612
O	12.824	9.245	31.804	-0.041	-0.183	-0.161
O	7.215	14.609	31.706	-0.005	-0.077	-0.087
O	2.918	8.339	33.1	-0.122	0.074	-0.214
O	6.659	4.32	31.947	-0.282	0.513	-0.153
O	11.384	3.157	30.406	0.224	-0.393	0.051
O	3.916	4.477	30.684	0.177	-0.105	-0.106
O	10.198	11.269	29.512	0.342	0.33	-0.149
O	1.792	11.881	30.343	0.198	0.227	-0.322
O	16.324	2.973	25.135	-0.247	0.076	0.147
O	13.836	3.021	32.873	0.039	-0.138	-0.55
O	11.5	14.711	22.818	-0.386	0.325	0.037
O	13.097	5.918	27.434	0.409	0.699	-0.048
O	2.796	6.829	30.22	-0.273	-0.324	-0.088
O	9.605	1.77	29.058	-0.513	0.072	-0.405
O	8.748	7.916	26.029	0.046	-0.553	-0.328
O	8.178	16.298	22.179	-0.166	-0.203	0.516
O	5.552	0.574	25.848	0.278	-0.08	-0.713
O	14.969	10.531	27.598	0.501	-0.568	0.2
O	1.846	5.142	25.08	-0.28	0.505	-0.086
O	0.908	14.296	30.138	-0.455	0.148	-0.121
O	5.517	11.056	26.887	-0.062	0.407	0.257
O	12.448	15.751	31.803	-0.179	0.059	-0.151
O	11.207	8.529	25.222	-0.136	0.107	-0.445
O	4.974	14.447	25.037	-0.205	-0.297	0.083
O	1.146	9.196	23.308	-0.125	-0.176	0.1
O	13.49	14.844	29.535	0.233	-0.135	0.415
O	6.61	14.372	23.023	0.276	0.061	0.207
O	1.352	3.561	23.039	-0.171	-0.519	0.116
O	14.146	10.734	30.105	0.321	0.094	0.227
O	15.67	1.327	32.071	0.527	-0.376	-0.049
O	6.519	8.84	22.729	0.367	-0.341	-0.034
O	13.559	7.558	24.566	-0.357	-0.47	0.137
O	10.357	14.437	25.177	-0.481	-0.081	0.29
O	14.963	0.609	25.433	0.042	0.144	0.4
O	4.936	9.94	24.49	-0.513	-0.013	0.038
O	11.291	5.676	29.497	-0.549	0.495	0.011
O	14.264	14.551	24.435	0.411	0.207	-0.556
O	5.634	16.485	32.78	-0.072	0.105	-0.509
O	3.053	16.104	25.354	-0.224	0.157	0.543
O	11.087	2.529	25.247	-0.23	-0.557	0.048
O	9.809	1.83	23.036	-0.156	-0.152	0.432
O	14.263	8.12	29.853	-0.183	-0.133	-0.675
O	7.244	8.475	30.585	-0.3	-0.236	0.125
O	2.608	2.727	25.332	0.304	-0.374	-0.317
O	4.39	15.102	27.487	-0.435	-0.092	0.104
O	5.227	16.476	29.585	-0.338	0.43	-0.001
O	4.623	6.604	32.112	0.594	0.021	0.026
O	3.609	14.39	30.004	0.212	-0.748	0.137
O	16.374	1.002	29.519	-0.226	-0.351	-0.174
O	4.05	2.125	31.967	0.305	0.069	-0.525
O	6.647	4.225	29.319	-0.069	-0.269	-0.521
O	8.766	6.472	22.99	-0.371	0.436	0.291
O	15.195	4.41	27.912	0.382	-0.268	-0.252
O	2.903	13.629	32.999	-0.247	-0.121	0.037
O	9.639	8.625	29.702	0.183	-0.075	0.23
O	6.081	14.047	29.321	-0.036	-0.736	-0.39
O	13.846	1.088	30.224	-0.246	0.375	-0.152
O	3.109	6.952	26.508	-0.005	0	0.166
O	15.492	6.645	23.107	0.391	0.195	-0.046
O	15.895	12.412	29.117	0.181	0.116	-0.49
O	8.242	8.578	33.116	-0.012	0.339	-0.256
O	0.531	8.164	30.616	0.124	0.263	0.325
O	5.558	10.163	29.484	-0.251	0.341	0.014
O	11.845	3.488	22.94	0.184	-0.13	0.254
O	12.066	9.411	29.259	0.084	-0.034	-0.222
O	13.321	3.607	26.204	0.275	-0.215	-0.523
O	0.31	5.588	33.045	0.107	0.056	-0.581
O	15.756	5.9	29.992	0.653	-0.128	-0.021
O	3.443	1.037	23.048	0.076	0.201	0.369
O	8.326	2.881	33.228	-0.018	0.13	-0.228
O	6.232	3.232	26.049	0.254	-0.2	-0.294
O	13.44	9.911	25.627	-0.147	0.139	0.581
O	16.188	7.845	25.252	0.043	-0.169	0.474
O	4.007	9.112	27.62	0.035	-0.133	-0.074
O	16.402	13.642	22.183	-0.06	-0.087	0.498
O	8.611	13.494	29.659	0.47	0.322	-0.633
O	9.608	4.281	24.082	0.201	0.398	0.032
O	7.997	6.475	29.219	0.39	-0.287	-0.426
O	7.353	5.352	25.008	0.003	0.15	0.376
O	0.95	0.778	24.13	-0.08	0.009	0.118
O	12.245	12.785	24.388	-0.087	-0.264	0.542
O	8.85	3.686	30.64	0.195	0.397	-0.07
O	5.322	6.451	29.591	-0.09	0.483	-0.337
O	1.429	10.359	32.394	-0.568	0.428	-0.068
O	7.792	11.098	30.346	-0.148	0.158	-0.042
O	6.287	12.278	24.612	0.64	0.132	-0.301
O	9.486	12.522	31.81	0.028	0.243	-0.176
O	13.499	4.574	29.914	-0.228	0.155	-0.161
O	7.795	16.022	29.586	0.512	0.192	-0.334
O	16.069	10.406	25.17	0.221	0.556	-0.054
O	2.246	2.524	30.095	0.114	0.43	-0.205
O	14.951	5.579	25.541	0.514	-0.246	0.091
O	10.746	7.056	27.375	-0.2	-0.136	0.062
O	13.451	12.567	28.313	-0.184	-0.162	-0.087
O	6.296	5.694	27.269	0.183	0.228	-0.206
O	11.797	14.286	27.444	-0.448	-0.551	0.092
O	8.169	10.883	22.196	-0.217	0.109	0.301
O	2.019	9.221	25.835	0.319	0.52	-0.115
O	1.638	2.059	27.657	-0.41	-0.189	-0.179
O	3.836	11.456	31.957	0.264	0.051	-0.373
O	11.504	16.46	29.476	-0.14	0.033	0.039
O	14.452	12.307	25.716	0.34	0.258	0.612
O	1.679	8.267	28.3	-0.675	-0.147	-0.094

Results
total energy: -101654.268 eV
total energy less fixed offsets of O -438.35, Si -107.03 eV per atom: -1.068 eV
